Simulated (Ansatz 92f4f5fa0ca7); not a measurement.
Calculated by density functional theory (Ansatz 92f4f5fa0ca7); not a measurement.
Periodic cell of 255 atoms, Si165O90, from a study of silicon, its oxide and their interface. The atomic structure is a simulated model.
Doubt: the cutoff is far below the 930 eV that the study's wrapper takes by default for these files, so forces and energies are approximate.
This geometry differs little from another in the collection (a relaxation step or a small displacement).

Settings: functional PBE; potential files Ansatz PAW; basis plane waves; wave-function cutoff 580 eV; density cutoff ratio 5; exchange-correlation grid ratio 1; k mesh 1 x 1 x 1, Gamma-centred; self-consistency stop 5e-08 eV per atom in the density residual; occupations fixed; spin none; net charge 0.

Cell vectors (angstrom)
a  10.938  0  0
b  0  10.938  0
c  0  0  37.8931

Atoms and the computed forces on them: element, x, y, z (angstrom), force x, y, z (eV/angstrom)
Si  0  0  0.683  -0.0267  -0.0194  -0.0106
Si  5.469  0  0.683  -0.013  -0.0159  -0.011
Si  2.7345  2.7345  0.683  -0.0098  -0.0279  -0.0039
Si  8.2035  2.7345  0.683  0.0154  -0.0416  -0.0104
Si  0  5.469  0.683  0.0222  -0.0534  -0.0074
Si  5.469  5.469  0.683  -0.0042  -0.0157  -0.0042
Si  2.7345  8.2035  0.683  -0.0206  -0.0238  -0.0122
Si  8.2035  8.2035  0.683  -0.017  -0.0377  0.0058
Si  1.3673  1.3673  2.0503  0.0317  0.0028  0.026
Si  6.8362  1.3673  2.0503  0.0413  -0.005  -0.1628
Si  4.1018  4.1018  2.0503  0.048  0.0086  -0.0178
Si  9.5708  4.1018  2.0503  0.0281  -0.0031  -0.0634
Si  1.3673  6.8362  2.0503  0.0928  0.0157  -0.182
Si  6.8362  6.8362  2.0503  0.0558  -0.0198  0.0631
Si  4.1018  9.5708  2.0503  0.0538  0.0139  -0.0552
Si  9.5708  9.5708  2.0503  0.0775  0.0324  -0.0246
Si  2.7345  0  35.8416  -0.0858  -0.0073  -0.0887
Si  8.2035  0  35.8416  -0.0078  -0.038  0.1009
Si  0  2.7345  35.8416  -0.0381  -0.0854  -0.0045
Si  5.469  2.7345  35.8416  -0.0576  0.021  -0.0247
Si  2.7345  5.469  35.8416  0.0131  -0.0194  0.0941
Si  8.2035  5.469  35.8416  -0.0944  -0.0063  -0.074
Si  0  8.2035  35.8416  -0.0788  0.0289  -0.0158
Si  5.469  8.2035  35.8416  -0.0933  -0.0458  -0.0076
Si  4.1018  1.3673  37.2089  0.0171  0.0089  -0.0082
Si  9.5708  1.3673  37.2089  0.0076  0.0318  0.0042
Si  1.3673  4.1018  37.2089  0.0044  0.0138  -0.0106
Si  6.8362  4.1018  37.2089  -0.0028  0.0331  0.0073
Si  4.1018  6.8362  37.2089  0.0013  0.0337  0.0114
Si  9.5708  6.8362  37.2089  -0.0043  0.0507  -0.0017
Si  1.3673  9.5708  37.2089  0.0182  0.0396  0.0025
Si  6.8362  9.5708  37.2089  0.0295  0.0127  -0.0056
Si  0.095  -0.2428  27.7487  -0.0163  -0.0097  0.0321
Si  5.2607  0.1121  27.6069  -0.0249  0.0375  0.0764
Si  2.9689  2.3283  27.6389  0.0167  0.0175  0.0793
Si  7.844  3.1006  27.7237  -0.0246  -0.0511  0.073
Si  -0.4152  5.7515  27.5112  0.0431  0.0084  0.0556
Si  5.6213  5.335  27.7976  -0.0334  0.011  0.0366
Si  2.3544  8.5142  27.7948  0.0024  -0.0025  0.0106
Si  8.225  7.8925  27.8126  0.0053  0.0794  0.1611
Si  1.3281  1.3206  29.0045  -0.0056  -0.0011  -0.0019
Si  6.7826  1.3601  28.9373  0.0407  0.0054  0.0028
Si  4.0052  4.0529  28.9339  -0.0159  -0.0145  -0.0028
Si  9.5115  4.1625  28.9773  0.0252  -0.0381  0.0172
Si  1.2077  6.82  28.9308  0.0161  -0.0472  0.0138
Si  6.7817  6.7646  29.2292  -0.0105  0.0175  0.0121
Si  4.051  9.5814  29.0254  0.0127  -0.0186  0.0286
Si  9.4607  9.5141  29.031  -0.0115  0.0166  -0.031
Si  2.7023  0.0015  30.4217  0.0129  0.0009  0.0097
Si  8.1485  0.0204  30.3437  -0.0159  0.0069  -0.0059
Si  -0.0354  2.7555  30.3031  -0.0067  0.0155  0.0014
Si  5.4089  2.7205  30.3471  -0.0079  -0.0192  0.0141
Si  2.6414  5.4569  30.2779  -0.0159  0.0175  -0.0014
Si  8.204  5.4257  30.5023  -0.0172  -0.0039  0.0317
Si  -0.0928  8.1595  30.3989  0.0119  0.0221  0.0449
Si  5.3926  8.2169  30.42  -0.0041  0.0085  -0.0005
Si  4.0641  1.3813  31.7604  0.0007  0.008  -0.0054
Si  9.5487  1.3742  31.6979  -0.0074  -0.0048  -0.0003
Si  1.3192  4.1081  31.7037  -0.0003  0.0066  0.0039
Si  6.7933  4.0401  31.7645  0.0151  0.007  0.0023
Si  4.0227  6.8023  31.7113  0.0012  -0.0006  0.0049
Si  9.5353  6.831  31.8238  0.0042  0.0044  0.0014
Si  1.3253  9.5359  31.7359  -0.0047  -0.0137  -0.0054
Si  6.7893  9.598  31.7422  0.0078  0.0039  0.0019
Si  -0.024  -0.0008  33.0813  0.0038  0.0091  0.0127
Si  5.4324  0.0112  33.1188  0.0033  -0.007  0.0098
Si  2.6953  2.7549  33.0955  0.0003  -0.0108  0.0115
Si  8.1844  2.7016  33.1134  0.0024  0.0031  0.0084
Si  -0.0163  5.4553  33.1277  0.0058  -0.0047  0.0113
Si  5.4307  5.4547  33.0859  -0.008  0.0055  0.0119
Si  2.695  8.1789  33.1055  0.0062  0.0049  0.0071
Si  8.1586  8.2254  33.1224  -0.0063  0.0013  0.0115
Si  1.3524  1.361  34.4613  -0.0044  0.0017  0.005
Si  6.8238  1.3488  34.4848  -0.0013  -0.0003  0.0047
Si  4.0824  4.0957  34.4713  0.003  0.0015  0.0032
Si  9.5531  4.0826  34.4759  0.0008  -0.0057  0.0042
Si  1.3532  6.8191  34.4868  -0.0001  -0.0018  0.0036
Si  6.809  6.8247  34.4657  -0.0012  0.0024  0.006
Si  4.0812  9.5528  34.4677  -0.0029  -0.0034  0.0063
Si  9.559  9.5746  34.4709  -0.0013  -0.0021  0.0039
Si  2.7469  0.0017  3.4153  0.004  -0.0058  -0.0021
Si  8.2091  0.0104  3.4073  0.0012  0.0003  -0.0001
Si  0.0132  2.7494  3.4177  -0.0019  0.0034  -0.0024
Si  5.4897  2.7384  3.4066  0.0006  0.0025  -0.0011
Si  2.7553  5.4937  3.4091  0.002  0.0012  0.001
Si  8.2195  5.4677  3.4207  -0.0004  -0.0011  -0.0003
Si  0.0161  8.1989  3.4028  0.0002  -0.0003  0.0008
Si  5.4823  8.2173  3.419  0.0022  0.0017  -0.0001
Si  4.1398  1.3651  4.7624  -0.0007  -0.0021  -0.0064
Si  9.5804  1.3694  4.7679  -0.0055  0.0078  -0.0078
Si  1.3846  4.1436  4.7638  -0.0017  -0.0063  -0.0045
Si  6.8692  4.08  4.7846  0.0038  0.0045  -0.0067
Si  4.1432  6.8334  4.7908  -0.0022  0.0083  -0.0076
Si  9.6089  6.8323  4.7727  0.0029  -0.0086  -0.007
Si  1.4117  9.5279  4.7663  0.0015  0.0058  -0.0052
Si  6.8686  9.5739  4.7812  -0.0062  -0.0026  -0.003
Si  0.0075  -0.049  6.0591  0.0138  0.0027  0.0185
Si  5.5075  0.0041  6.1481  0.005  -0.0024  0.0006
Si  2.7933  2.7882  6.0638  0.0015  0.0021  0.0183
Si  8.2359  2.7278  6.1776  -0.0019  -0.0012  0.0018
Si  0.042  5.5012  6.1744  -0.0015  0.0081  0.0029
Si  5.5362  5.4722  6.1375  -0.0055  -0.0154  0.0056
Si  2.7826  8.1815  6.1801  -0.0062  -0.0052  0.0038
Si  8.2484  8.1913  6.1208  -0.0001  0.0083  0.0056
Si  1.4016  1.3672  7.2839  -0.0031  -0.0103  -0.0258
Si  6.8691  1.3459  7.5493  -0.0078  0.0074  0.0007
Si  4.1529  4.1299  7.4863  -0.003  0.0092  -0.0337
Si  9.6041  4.1346  7.5238  0.0011  -0.0031  -0.0003
Si  1.4242  6.8358  7.5937  -0.0041  0.0026  0.0012
Si  6.9419  6.8075  7.5084  -0.0017  0.0098  -0.0282
Si  4.19  9.5418  7.5195  0.0005  0.001  0.0024
Si  9.6196  9.5341  7.4867  -0.0148  0.0008  -0.0297
Si  2.7737  0.0824  8.6691  0.0021  -0.0197  -0.0009
Si  9.808  1.1911  10.033  -0.0247  0.0307  -0.0456
Si  0.0788  2.6839  8.6914  -0.0098  0.0198  0.0124
Si  5.5367  2.7935  8.871  0.0194  -0.0199  -0.0038
Si  2.8231  5.466  8.9451  -0.0172  0.0095  0.0098
Si  8.3148  5.5066  8.9809  0.0181  -0.0237  -0.0168
Si  0.0602  8.2366  8.9432  0.0384  -0.0039  0.0048
Si  5.5981  8.1664  8.8838  -0.017  0.0186  -0.0008
Si  3.9085  1.5911  10.05  0.0169  0.0024  -0.0229
Si  8.2337  -0.0794  8.8719  -0.0213  -0.0052  0.0248
Si  1.6549  3.7377  10.0576  -0.0192  0.0409  -0.053
Si  6.6738  4.3689  10.2429  0.0033  -0.0229  -0.0234
Si  4.4599  6.6332  10.2403  -0.0241  -0.0083  -0.0443
Si  9.5178  7.0509  10.3758  0.003  -0.0034  0.0167
Si  1.1855  10.008  10.033  0.0096  -0.034  -0.0514
Si  7.1955  9.2251  10.2778  0.0128  0.0423  -0.0735
O  8.4899  2.6692  26.287  0.0076  0.002  -0.0525
O  2.3522  2.7474  26.171  -0.0075  0.0088  -0.0492
O  8.3397  8.1433  10.8318  0.0221  -0.0133  0.0226
O  0.7426  4.2191  11.3333  -0.0115  0.001  0.0239
O  17.6449  4.2135  27.2771  0.0071  -0.0039  -0.0254
O  -0.7047  11.4143  26.496  -0.0206  -0.008  -0.0497
O  7.303  3.7605  11.6402  0.0187  -0.011  0.0293
O  -1.7864  1.8776  11.3688  -0.0166  0.011  0.0242
O  3.9964  7.4484  11.5982  -0.015  0.0177  0.0432
O  6.4568  9.8245  11.6238  -0.0306  0.0155  0.0399
O  10.2704  6.4168  11.7381  0.0269  -0.0227  0.0213
O  12.9341  20.5969  11.4161  0.0072  0.0027  0.0305
O  4.5343  0.754  11.312  0.0079  -0.0137  0.0101
O  2.785  2.6667  10.6319  0.0113  -0.0163  0.0526
O  10.9632  11.069  10.5358  -0.0036  0.0009  0.037
O  5.5369  16.407  10.7275  0.0072  -0.0022  0.0326
O  7.2599  8.299  26.5546  -0.0508  -0.0626  -0.0746
O  5.1488  6.1975  26.4629  0.0073  0.022  -0.0277
O  15.0742  12.1844  27.2085  0.0153  -0.0011  -0.0516
O  14.0013  7.8897  26.4574  0.0079  0.0058  0.006
O  12.1925  -1.3168  27.23  -0.0216  0.0014  -0.0266
O  -0.0016  5.2388  26.001  0.0093  -0.0268  -0.0776
O  -1.5595  6.8957  27.1974  0.0581  -0.0451  -0.0374
O  5.8234  10.4466  26.1663  0.0003  -0.005  -0.0276
Si  8.4546  2.8453  24.6702  0.0239  -0.0057  -0.0016
Si  -0.0587  4.8045  24.4181  0.0037  -0.0095  0.0002
Si  0.5025  6.9572  22.143  -0.0021  -0.0047  -0.0109
Si  11.2383  0.7147  20.7232  -0.0045  -0.0021  -0.0089
Si  3.4941  -1.2187  17.2503  0.013  0.0102  -0.0023
Si  7.9754  7.4019  15.2351  0.0089  0.004  0.015
Si  3.7255  0.4057  14.5017  0.0041  -0.0117  0.015
Si  3.7338  6.596  25.7647  -0.0057  0.0035  -0.0005
Si  10.3167  6.0336  16.6184  -0.0156  0.0029  0.01
Si  6.4019  3.2337  20.7753  0.0014  0.0084  -0.0061
Si  7.9552  2.4336  12.3246  -0.0136  -0.0063  0.0017
Si  -1.562  9.821  18.8725  0.0038  0.0015  0.003
Si  11.6595  3.8827  15.0746  -0.0123  0.0215  -0.0021
Si  5.9218  7.6168  17.3611  -0.0039  0.0123  0.0053
Si  5.4207  3.0713  23.4911  -0.0019  0.011  -0.0133
Si  9.3048  2.9456  20.2446  0.0009  0.0049  -0.0038
Si  5.3508  6.027  14.9262  -0.0211  0.0166  0.0053
Si  5.6989  11.1067  12.2858  0.0228  0.0083  -0.0006
Si  7.436  7.5676  20.0734  0.0018  0.0041  -0.0049
Si  11.6957  9.722  23.085  -0.005  0.0163  -0.0062
Si  -1.3245  0.1411  25.0141  -0.023  -0.019  0.0223
Si  5.2161  2.6776  18.2114  -0.0023  0.0036  -0.0021
Si  3.1291  7.8943  23.0576  0.015  -0.0147  0.0025
Si  0.5379  8.7334  16.8061  0.0017  0.0095  0.0086
Si  11.4645  5.455  12.363  -0.006  0.0191  -0.01
Si  5.2753  11.6442  21.7821  0.0037  -0.0031  -0.0159
Si  6.8938  9.4252  25.451  0.0184  0.0636  -0.0572
Si  -1.5471  1.8717  14.8565  -0.0152  0.012  0.0052
Si  3.1757  0.7661  19.6569  -0.001  0.0011  0.0026
Si  1.6594  9.7811  13.0026  0.0142  -0.0172  -0.0012
Si  -1.0812  5.8285  19.7352  0.0038  -0.0039  0.002
Si  3.1435  7.2266  12.9773  -0.0182  -0.012  -0.0058
Si  2.6789  3.8911  25.0603  -0.0099  -0.0075  0.0289
Si  5.9317  -2.1447  22.4977  -0.0001  0.0006  0.009
Si  9.9585  9.7845  14.4228  -0.0003  0.0019  -0.0052
Si  3.9532  3.4082  15.3739  -0.0012  -0.0001  0.0202
Si  8.0514  1.4183  17.6967  -0.0021  0.0037  -0.0029
O  6.4188  1.645  17.7342  0.0041  0.0038  -0.0008
O  3.6443  -0.1609  16.0233  0.0006  -0.0193  0.0154
O  5.555  3.8598  22.0399  0.003  0.0003  0.003
O  2.1433  6.9372  22.1729  -0.0054  -0.0004  0.0134
O  8.8254  8.5872  14.4613  -0.0059  -0.0004  0.0019
O  -1.4675  4.0191  24.166  -0.0017  0.0019  0.0158
O  2.4695  8.537  13.6634  -0.0027  0.0041  -0.0103
O  -4.1392  1.3226  12.5603  -0.0009  0  -0.0167
O  9.2796  0.3226  14.3351  0.0087  -0.0097  -0.0027
O  6.1729  1.6098  20.7667  0.0002  0.002  0.0061
O  5.8998  3.7462  19.2909  -0.0008  0.0005  0.0022
O  4.1268  6.7568  14.1631  0.0309  -0.0166  0.0134
O  4.4893  3.3435  16.9171  -0.0029  0.002  -0.0136
O  7.2766  8.0961  16.555  -0.0113  -0.0022  0.0008
O  5.3374  6.3069  16.5536  0.0009  0.0014  -0.0026
O  8.9707  6.1951  15.7083  0.0229  -0.0009  0.0127
O  6.7837  6.6463  14.3686  -0.0026  -0.0006  -0.0032
O  6.8999  3.1337  24.2152  -0.0148  0.0022  0.0114
O  -0.4334  8.9489  18.0895  0.0012  0.0039  -0.007
O  3.9528  2.0166  18.9931  0.0017  -0.0002  0.0033
O  6.2819  7.3203  18.9282  0.0051  0.0057  -0.0001
O  -0.0957  6.0362  23.3495  0.0027  0.0178  0.004
O  8.3475  8.8405  19.6455  -0.0079  -0.0089  0.0037
O  8.5969  2.8073  13.773  0.015  -0.0022  0.0171
O  8.4851  -0.1513  17.8855  0.0025  0.0064  0.003
O  1.3411  3.9659  24.1069  -0.0183  0.0045  0.0028
O  6.8279  7.8079  21.5682  0.0084  -0.0025  -0.0069
O  0.0378  9.6072  13.1531  -0.0086  0.0076  0.0094
O  1.5847  1.117  19.7883  -0.004  0.0006  0.0094
O  9.9511  6.22  18.1768  0.0131  -0.0013  -0.0196
O  8.6246  1.9874  16.2858  -0.0031  -0.0049  0.0118
O  11.34  7.2296  16.2026  -0.0058  -0.0007  0.0069
O  -0.0316  8.4815  22.3796  -0.0005  -0.0089  0.0102
O  10.165  4.2526  19.8656  -0.0023  0.0026  0.0048
O  2.2185  9.16  23.5966  -0.0026  -0.0001  0.0119
O  0.0088  9.8185  15.719  0.0052  -0.0127  0.0136
O  8.7819  2.2398  18.8854  0.0017  0.0065  0.0091
O  3.8116  0.4235  21.1239  0.0009  0.0009  0.0061
O  8.3548  6.2299  20.2248  0.0042  0.0079  0.0047
O  5.0176  4.4436  14.6663  -0.0079  0.001  -0.0017
O  2.2933  11.1172  13.714  0.0037  0.009  0.0016
O  4.9632  -0.2933  13.6725  -0.0248  0.0016  0.0234
O  8.278  10.1704  25.0906  0.0279  0.0244  0.0143
O  -2.9466  3.4362  21.0867  -0.0014  -0.001  0.0071
O  9.1461  1.4504  24.1489  -0.0037  0.0085  0.0138
O  3.8568  6.9925  24.203  -0.0093  0.0137  -0.0161
O  3.4134  -0.512  18.7008  -0.0006  -0.0039  -0.0198
O  2.3575  3.8361  15.2396  0.0192  -0.0079  -0.0043
O  0.9262  10.9579  22.0473  -0.0029  0.0029  0.0033
O  4.7932  8.7667  17.2709  -0.0094  0.0032  0.0025
O  6.2892  8.7265  24.0993  -0.0036  -0.0059  -0.0221
O  2.1096  -2.0432  17.1093  -0.0119  0.0026  -0.0025
O  4.3718  8.4426  22.1811  0.004  0.0056  0.007
O  11.1401  4.8076  13.8187  0.0036  -0.0234  0.0214
O  10.328  12.9528  21.1053  -0.0034  0  0.0032
O  6.1689  -0.6189  22.0035  -0.0042  0.0029  0.01
O  11.0331  4.5956  16.4053  -0.0076  0.0102  0.0045
O  4.0728  1.9901  14.5945  -0.0042  0.007  0.0011
O  1.9411  6.2288  12.5308  0.0169  0.0191  -0.0035
O  5.0777  1.4951  23.201  -0.0023  -0.0068  0.0107
O  10.8092  10.2518  24.3153  -0.0043  0.003  0.0232
O  2.7759  5.2912  25.8993  -0.0009  -0.0096  -0.0058
O  0.0463  6.5563  20.6455  -0.0045  -0.002  0.0067
O  10.2107  -0.2804  19.9726  0.0023  -0.0031  -0.0022
O  4.1327  3.6734  24.3102  0.0257  -0.0088  0.0005
O  10.9513  2.3995  14.9658  0.0038  -0.0039  -0.006

Results
free energy: -156081.509 eV
free energy less fixed offsets of O -568.88, Si -635.61 eV per atom: -6.659 eV

The program warned: the cutoff lies below the one the program advises for these potential files; the exchange-correlation potential is rough where the density is thin.
